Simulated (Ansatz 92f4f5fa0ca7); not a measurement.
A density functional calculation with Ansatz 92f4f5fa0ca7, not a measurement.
Periodic cell of 223 atoms, Si133O90, from a study of silicon, its oxide and their interface. The atomic structure is a simulated model.
Doubt: the cutoff is far below the 930 eV that the study's wrapper takes by default for these files, so forces and energies are approximate.

Settings: functional PBE; potential files Ansatz PAW; basis plane waves; wave-function cutoff 580 eV; density cutoff ratio 5; exchange-correlation grid ratio 1; k mesh 1 x 1 x 1, Gamma-centred; self-consistency stop 5e-08 eV per atom in the density residual; occupations fixed; spin none; net charge 0.

Cell vectors (angstrom)
a 10.938 0 0
b 0 10.938 0
c 0 0 32.7139

Atoms and the computed forces on them: element, x, y, z (angstrom), force x, y, z (eV/angstrom)
Si 0.377 -0.0955 25.3395 0.0098 -0.0594 -0.0137
Si 5.1389 0.2682 25.0389 -0.0079 -0.1666 -0.0691
Si 2.8329 2.4076 25.3761 0.0741 0.0392 -0.247
Si 7.7865 3.0992 25.2531 -0.0243 0.084 0.0039
Si 0.516 5.8268 24.8965 0.075 -0.0599 -0.1607
Si 5.3985 5.2202 25.2561 0.0946 0.0997 0.0231
Si 2.4906 8.5053 25.1963 -0.2573 -0.1237 -0.2289
Si 7.7091 8.0771 24.6789 -0.2413 0.189 0.0041
Si 1.4156 1.3269 26.8235 -0.0404 -0.0437 0.0674
Si 6.7486 1.3534 26.4359 -0.0947 0.0022 0.0069
Si 3.9521 4.0583 26.6179 -0.1316 0.0333 -0.0186
Si 9.4822 4.0466 26.5718 -0.0332 0.0018 0.0712
Si 1.3563 7.0331 26.6582 -0.0387 0.0895 0.0122
Si 6.6357 6.875 26.4325 -0.0364 -0.0226 0.0305
Si 4.1136 9.6075 26.4591 0.1721 0.1123 0.1575
Si 9.6698 9.6966 26.5366 -0.1358 -0.084 -0.0686
Si 2.8061 -0.0702 28.0073 0.0045 -0.0286 -0.0384
Si 8.1545 0.0434 27.8565 0.1189 -0.0595 -0.0161
Si -0.0399 2.7499 27.9803 -0.0722 0.029 -0.0785
Si 5.4336 2.7333 27.9129 0.0765 -0.0376 0.0659
Si 2.6699 5.5244 27.9357 0.07 -0.0459 -0.0069
Si 8.1672 5.5735 27.8541 -0.0229 -0.0593 -0.0549
Si -0.0618 8.2938 27.997 0.0251 -0.0234 -0.0346
Si 5.422 8.2397 27.9032 0.0073 -0.0039 -0.1127
Si 4.1018 1.3673 29.2957 0.3376 -0.0846 0.3801
Si 9.5708 1.3673 29.2957 -0.3832 -0.1737 0.0365
Si 1.3673 4.1018 29.2957 -0.2024 0.2489 0.1576
Si 6.8362 4.1018 29.2957 0.0459 0.1701 -0.4988
Si 4.1018 6.8362 29.2957 -0.1173 0.1024 -0.08
Si 9.5708 6.8362 29.2957 -0.3177 0.2058 0.0555
Si 1.3673 9.5708 29.2957 0.1925 -0.0474 0.6343
Si 6.8362 9.5708 29.2957 -0.0599 0.1337 -0.3661
Si 0 0 30.6629 0.0594 -0.0125 -0.0058
Si 5.469 0 30.6629 0.0488 0.0894 0.0423
Si 2.7345 2.7345 30.6629 0.0148 -0.0413 -0.0438
Si 8.2035 2.7345 30.6629 0.0429 -0.0291 -0.0218
Si 0 5.469 30.6629 -0.0022 -0.1 0.003
Si 5.469 5.469 30.6629 0.0519 0.0076 -0.0609
Si 2.7345 8.2035 30.6629 -0.0762 -0.0628 0.069
Si 8.2035 8.2035 30.6629 0.0741 -0.0628 -0.007
Si 1.3673 1.3673 32.0302 -0.0604 0.0593 0.0075
Si 6.8362 1.3673 32.0302 -0.0676 -0.0303 -0.0137
Si 4.1018 4.1018 32.0302 -0.0043 0.0013 -0.0126
Si 9.5708 4.1018 32.0302 -0.0048 0.0572 -0.0296
Si 1.3673 6.8362 32.0302 0.0139 0.0463 -0.0074
Si 6.8362 6.8362 32.0302 -0.0198 0.0518 -0.0006
Si 4.1018 9.5708 32.0302 -0.0039 -0.0068 -0.0409
Si 9.5708 9.5708 32.0302 -0.0269 -0.0143 -0.0029
Si 2.7345 0 0.6835 0.0943 -0.0746 -0.0086
Si 8.2035 0 0.6835 0.0297 0.0607 0.0284
Si 0 2.7345 0.6835 -0.0133 0.0203 0.015
Si 5.469 2.7345 0.6835 0.0513 -0.0586 0.0072
Si 2.7345 5.469 0.6835 -0.0437 -0.0177 0.0317
Si 8.2035 5.469 0.6835 0.0619 -0.0423 0.0124
Si 0 8.2035 0.6835 0.0232 -0.0341 0.0106
Si 5.469 8.2035 0.6835 -0.0318 -0.0047 0.0023
Si 4.1018 1.3673 2.0507 -0.0883 0.0417 -0.0229
Si 9.5708 1.3673 2.0507 0.0932 0.0263 0.0411
Si 1.3673 4.1018 2.0507 0.0061 -0.031 0.0336
Si 6.8362 4.1018 2.0507 -0.1153 0.0461 -0.0193
Si 4.1018 6.8362 2.0507 0.0821 0.0811 0.027
Si 9.5708 6.8362 2.0507 -0.051 0.053 -0.0135
Si 1.3673 9.5708 2.0507 -0.0774 -0.0016 -0.0298
Si 6.8362 9.5708 2.0507 -0.0139 -0.0377 0.0145
Si 0 0 3.418 0.2048 0.1553 -0.2833
Si 5.469 0 3.418 0.0486 -0.0279 0.2563
Si 2.7345 2.7345 3.418 -0.0268 -0.3587 -0.3195
Si 8.2035 2.7345 3.418 0.0852 0.0083 0.4676
Si 0 5.469 3.418 -0.0889 -0.0611 0.184
Si 5.469 5.469 3.418 0.1489 -0.2084 -0.3747
Si 2.7345 8.2035 3.418 -0.0632 -0.0319 -0.0855
Si 8.2035 8.2035 3.418 0.1296 -0.0467 -0.2409
Si 1.3902 1.3465 4.7931 -0.0336 -0.0617 -0.0476
Si 6.8652 1.3327 4.8353 -0.0238 0.0111 0.0337
Si 4.147 4.0372 4.718 0.0469 0.0532 0.0254
Si 9.5848 4.1082 4.8524 -0.0221 -0.0486 -0.0211
Si 1.3939 6.8114 4.7792 0.0043 0.0651 -0.0092
Si 6.8918 6.7812 4.7459 0.0041 -0.0204 0.0279
Si 4.0765 9.5738 4.7925 0.0192 0.0165 0.0402
Si 9.609 9.5604 4.7337 0.0036 0.0196 0.0595
Si 2.7702 0.0333 6.2346 0.0411 0.0066 -0.1093
Si 8.3422 -0.0064 6.1625 0.0659 -0.0317 -0.0285
Si 0.0498 2.7003 6.1869 0.1101 0.1379 -0.029
Si 5.5024 2.7505 6.1706 0.0034 0.0096 -0.0877
Si 2.7094 5.3087 6.0425 -0.0726 -0.1432 -0.0007
Si 8.2638 5.5345 6.2593 -0.0565 0.0089 -0.089
Si 0.1027 8.2851 6.095 -0.0584 0.0202 -0.0694
Si 5.3458 7.9978 6.0052 0.0559 0.0609 0.1041
Si 3.9172 1.6518 7.5279 -0.0048 0.0889 0.1819
Si 9.891 1.118 7.5151 -0.0467 -0.2011 0.1118
Si 1.6243 3.8441 7.5109 -0.0205 0.0456 -0.0274
Si 6.6395 4.3362 7.5033 -0.0824 0.0625 0.0894
Si 4.2605 6.3987 7.3249 0.1246 -0.0236 0.1718
Si 9.5721 7.1469 7.4689 0.0516 0.1516 0.1732
Si 1.2009 9.8106 7.5579 -0.149 0.0263 0.1538
Si 7.5121 9.4727 7.7909 0.0044 -0.0952 0.0264
O 8.0888 6.9037 23.6103 0.0562 -0.0388 -0.0417
O 4.0026 1.4318 24.7318 -0.0063 0.0342 0.071
O 8.6045 8.2942 8.2207 -0.0632 0.0228 -0.0571
O 2.776 2.7497 8.0955 0.0491 -0.0645 -0.0526
O 10.487 4.5915 25.3505 0.0252 0.0807 0.0242
O 1.4117 9.6849 24.7273 0.0136 0.0216 0.0288
O 6.1771 8.7686 7.2001 0.0005 0.034 -0.0734
O 0.058 -0.0146 8.0464 0.067 -0.0315 -0.0354
O 5.4586 5.4177 7.9568 -0.0214 0.0019 -0.0452
O 6.9235 10.3012 9.0861 0.0007 -0.0471 -0.0806
O 9.8203 4.1654 9.2188 -0.0418 -0.0321 -0.0082
O 1.8074 9.0997 8.9367 0.0059 0.003 -0.0364
O 4.7273 0.9856 8.8146 -0.0149 0.0097 -0.0554
O -0.3062 6.4928 8.5711 0.0048 -0.0093 -0.0759
O 9.1079 1.6753 8.8687 0.0153 0.0154 -0.07
O 3.4387 7.0096 8.6116 0.0389 -0.0019 -0.1239
O 9.0491 8.64 25.4108 0.1135 0.0578 0.0514
O 8.4854 2.8615 23.798 -0.0146 -0.0132 0.0426
O 6.6003 4.1784 24.847 0.0062 -0.0465 -0.0143
O 1.9009 2.7416 24.058 0.0471 -0.0566 0.1305
O 10.8217 0.8861 24.0974 0.0283 -0.0477 0.0288
O -0.1867 6.5907 23.6254 0.0077 0.0136 0.0653
O 2.9377 7.6986 23.7952 -0.0019 0.0664 0.0723
O 7.0983 9.3438 23.8154 0.0637 -0.0498 0.0417
Si 7.1205 1.6747 20.9531 -0.0197 -0.0318 -0.0248
Si 5.0215 1.6221 17.1639 -0.0001 0.0034 -0.0104
Si 2.2827 11.576 18.1544 -0.0067 0.0038 0.0047
Si 8.7959 5.3856 14.7146 0.0017 -0.0065 -0.017
Si 3.87 4.2947 12.9507 -0.008 0.0021 -0.008
Si 6.8221 10.7046 18.6242 0 0.0128 0.0141
Si 1.1933 4.3981 11.9233 -0.0146 0.0037 -0.0013
Si 0.8435 0.5377 20.7018 0.0045 -0.0151 -0.0345
Si 8.8451 8.2925 18.2729 -0.0081 0.0077 -0.0069
Si 6.3379 7.1021 15.6798 0.0004 0.0152 -0.0018
Si 8.6481 3.0963 9.5379 0.0486 0.0305 0.058
Si 3.2625 7.3071 15.1881 0.0017 0.0052 -0.0148
Si 9.4087 3.1293 12.486 0.0122 0.0009 0.0189
Si 5.5119 12.9015 14.1908 -0.0086 -0.0105 -0.0109
Si 0.7723 1.9524 23.2096 0.032 0.0226 -0.041
Si 2.6432 5.2512 20.2805 -0.0045 -0.0469 -0.0148
Si -0.8658 7.9337 15.3792 -0.0104 0.004 0.0089
Si 5.3866 10.6267 9.563 0.0058 -0.0233 0.0606
Si 0.7042 2.9786 19.0326 0.0134 0.0091 -0.0093
Si 9.4029 6.5669 22.7051 -0.0189 -0.0067 -0.0156
Si -5.8673 -2.1345 20.3388 0.0084 -0.0065 0.0141
Si 0.2518 5.0396 9.1039 0.0054 -0.015 0.0142
Si 1.6834 15.8313 14.7861 0.0112 -0.0134 -0.017
Si -0.33 8.6572 20.7054 0.0214 0.0231 -0.0481
Si 14.7862 7.4677 12.395 0.0088 0.0075 0.0271
Si 3.0861 6.0899 23.4272 -0.0086 -0.0947 -0.0344
Si 6.0442 10.3175 22.9921 0.0128 -0.0185 0.1018
Si -2.4108 1.5399 14.7967 0.0077 0.0068 -0.0243
Si 5.3995 3.7637 19.4116 -0.0141 0.0057 0.0018
Si 3.1508 8.3398 9.4976 0.0184 -0.0228 0.0519
Si 2.2533 7.5196 19.6627 0.0229 0.0223 -0.0257
Si 5.6872 10.1749 12.5737 0.0036 0.0017 0.0059
Si -1.7735 3.4462 22.4422 0.011 0.0099 -0.0746
Si -0.7336 3.5187 16.4294 0.0126 0.002 0.0059
Si 7.8527 9.5426 14.4249 -0.0148 0.0032 -0.0171
Si 6.6722 6.5244 18.8551 -0.0034 0.0066 -0.0101
Si 1.7123 8.9226 16.8576 0.0112 -0.016 0.0276
O 1.7556 13.1217 18.0461 0.0083 -0.0139 0.005
O 5.0485 3.1569 13.1321 0.0044 -0.0027 0.0058
O 9.3036 1.7595 13.3677 -0.0048 -0.0004 -0.0012
O 4.7136 12.9382 15.6156 -0.0023 0.005 0.0087
O 2.8427 7.6795 13.6571 0.0021 -0.0028 -0.0145
O -2.5515 2.6445 21.2604 0.0267 0.0218 0.0375
O 3.0112 7.7984 11.0316 0.0054 0.013 -0.0554
O 0.0347 3.2459 12.0057 0.0105 0.0012 0.0106
O 9.2454 7.8453 16.7752 0.0129 0.002 -0.0026
O 1.4082 4.1953 19.8973 -0.0089 -0.0092 -0.0036
O 5.8388 7.4069 19.9542 -0.001 0.0053 0.0162
O 0.0551 12.7353 19.9781 0.0027 -0.0025 0.0151
O 2.1607 6.1801 15.6917 -0.0004 -0.0014 0.0071
O 9.3028 8.8325 14.2668 0.0138 -0.0047 0.0043
O 2.0337 11.0161 19.6772 -0.003 0.011 0.0121
O 6.3545 11.6272 17.3613 -0.0093 0.0018 0.0012
O 4.9658 8.6853 12.556 -0.0059 -0.0041 0.0007
O 5.8667 2.6581 20.5312 -0.005 0.0044 0.0124
O -0.8294 8.7566 19.1577 0.0011 0.0006 0.021
O -4.4282 4.9466 19.2047 0.0022 -0.0023 0.0082
O 7.2456 9.8257 12.9376 -0.0101 0.0042 0.0014
O -3.364 11.6704 19.7009 0.002 0.0009 0.0128
O 1.7015 7.9594 18.1804 -0.0053 0.0267 -0.0156
O 8.4617 2.9853 11.1564 -0.0081 -0.0006 -0.0372
O 9.0021 4.5693 16.1108 -0.0078 0.0033 0.0071
O 1.5513 1.1096 22.0476 -0.033 0.0256 0.0471
O -8.9615 5.2957 24.3345 0.0169 0.1151 0.0355
O -4.1463 8.6379 15.3046 -0.0016 -0.002 0.0119
O 3.1532 8.6254 16.1385 -0.0109 0.0009 0.0064
O 18.7638 9.545 18.1208 0.0163 -0.0102 0.0051
O 7.3287 6.0949 14.8393 0.0035 -0.0101 0.0037
O 11.5216 8.5382 15.7444 -0.0104 -0.0027 0.0048
O -1.3762 7.7903 21.6177 -0.0035 -0.0151 0.0292
O 1.0785 7.8573 20.7567 -0.0287 0.0144 0.011
O -11.0742 10.2329 21.1356 0.0035 -0.0194 0.0117
O -2.7486 0.0047 15.1785 0.0026 0.004 0.0138
O 3.1273 4.2047 14.4199 -0.0138 0.0175 0.0102
O -0.1965 -7.8804 22.52 -0.001 -0.0165 0.0165
O -0.4363 3.5799 18.0321 -0.0121 0.0028 0.0025
O 1.5297 10.5113 17.1691 -0.0038 -0.0081 -0.0019
O 4.4093 9.3494 9.3453 -0.0179 -0.0073 -0.0046
O 5.5042 -0.0128 11.1495 -0.0062 0.0011 -0.0426
O 5.3171 9.3227 21.8823 0.0035 -0.0136 -0.021
O -1.3855 2.0847 15.964 -0.0054 0.0025 0.0077
O 6.7119 0.6728 22.1991 0.0177 0.0169 -0.0133
O 4.6139 5.6686 23.8623 -0.0186 -0.0049 0.0127
O 2.7289 3.8045 11.8515 -0.0004 0.0074 0.002
O 0.6414 3.9245 15.5976 0.0011 -0.0011 0.0024
O 1.0795 16.223 13.2987 0.0025 0.0023 0.0083
O 5.2369 22.3094 13.6235 0.0074 0.0029 0.0037
O 4.0078 15.4092 19.8533 0.0264 -0.0184 0.0011
O -0.893 -4.4861 14.7046 0.0026 0.0083 0.0016
O 2.8144 5.6374 21.8828 0.0094 0.0448 0.0918
O 7.2501 3.6289 8.8736 -0.0016 -0.0077 -0.0292
O 19.8669 15.37 13.3857 -0.0039 0.0026 -0.0012
O -3.8596 2.2853 14.5779 0.0042 0.001 0.0097
O 6.2695 6.8492 17.2959 -0.0059 0.0006 -0.0014
O 4.3361 5.8504 12.4799 -0.0096 0.0011 -0.0043
O 0.9189 5.2864 10.5812 -0.0025 0.0112 0.0047
O 8.2269 6.9766 19.0115 0.0006 -0.0035 0.0096
O 3.5056 8.474 20.1002 -0.0038 0.0071 0.0036
O -1.8208 5.0599 22.1218 -0.0038 -0.0011 0.0307
O 3.837 11.625 17.7606 0.0037 -0.0008 0.0087
O 16.113 3.0206 17.9824 0.0002 -0.007 -0.0001
O 5.5385 -0.9418 19.3383 -0.0016 0.0072 -0.0099
O 4.8127 6.8051 15.186 0.0036 0.0006 0.0126

Results
free energy: -135734.407 eV
free energy less fixed offsets of O -568.88, Si -635.61 eV per atom: 0.923 eV

The program warned: the cutoff lies below the one the program advises for these potential files; the forces do not sum to zero within the program's tolerance; the exchange-correlation potential is rough where the density is thin.
